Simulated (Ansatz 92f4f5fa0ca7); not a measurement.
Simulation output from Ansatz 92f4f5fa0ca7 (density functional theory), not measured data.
Periodic cell of 254 atoms, Si134O80H32N8, with a vacuum gap, from a study of silicon, its oxide and their interface. The atomic structure is a simulated model.

Settings: functional r2SCAN; potential files Ansatz PAW; basis plane waves; wave-function cutoff 800 eV; density cutoff ratio 5; exchange-correlation grid ratio 1; k mesh 1 x 1 x 1, shifted by 0.5 0.5 0 of a step; self-consistency stop 1e-11 eV per atom in the density residual; occupations fixed; spin none; net charge 0; applied field sawtooth along c, amplitude +0.015 V/angstrom in the program's sign convention, ramp centred at 0.9887 of c and 0.0226 of c wide, no dipole correction.

Cell vectors (angstrom)
a 10.88 0 0
b 0 10.88 0
c 0 0 44.2719

Atoms: element, x, y, z (angstrom)
Si -0.2076 0.4033 30.8356
Si 2.4528 3.061 30.6909
Si 0.3002 5.29 30.6268
Si 3.0369 7.9387 30.516
Si 5.7123 -0.0682 30.4771
Si 8.4744 2.5426 30.5761
Si 5.24 5.6953 30.4625
Si 7.866 8.5735 30.7063
Si 1.327 1.5624 32.1032
Si 4.096 4.197 31.8933
Si 1.4458 6.8695 31.9027
Si 4.1155 9.613 31.7923
Si 6.8585 1.4261 31.8805
Si 9.5683 4.1487 31.9075
Si 6.7368 6.8922 31.8783
Si 9.4714 9.6607 32.0102
Si -0.0315 2.8712 33.4327
Si 2.7397 0.0575 33.219
Si 0.0172 8.2219 33.2228
Si 2.7533 5.5201 33.3184
Si 5.4605 2.7846 33.1982
Si 8.1309 0.1038 33.3759
Si 5.4021 8.2461 33.2667
Si 8.1543 5.518 33.1951
Si 1.3972 4.1836 34.7048
Si 4.1149 1.4053 34.5805
Si 1.3803 9.5713 34.5903
Si 4.0871 6.88 34.6566
Si 6.8208 4.1299 34.5742
Si 9.5088 1.4375 34.7127
Si 6.7829 9.5549 34.6531
Si 9.5416 6.8377 34.5823
Si 0.0187 0.0271 35.9802
Si 2.7545 2.7488 35.9776
Si 0.0029 5.5068 36.018
Si 2.7063 8.2114 35.9943
Si 5.4283 0.0372 35.99
Si 8.1349 2.7828 36.0188
Si 5.4624 5.4715 35.9504
Si 8.1711 8.1705 35.9628
Si 1.388 1.3795 37.3287
Si 4.1292 4.0997 37.3301
Si 1.3707 6.8453 37.3689
Si 4.0727 9.5526 37.3495
Si 6.8095 1.3622 37.3522
Si 9.5402 4.1011 37.3591
Si 6.8229 6.7881 37.3266
Si 9.5403 9.5156 37.32
Si 0.0164 2.7034 6.937
Si 2.6952 0.0029 6.9417
Si -0.0171 8.1603 6.9499
Si 2.7618 5.46 6.9174
Si 5.4462 2.6965 6.9333
Si 8.1886 -0.0211 6.9244
Si 5.4581 8.1629 6.8962
Si 8.162 5.42 6.9402
Si 1.4063 4.0739 8.248
Si 4.0819 1.3278 8.2826
Si 1.3153 9.5321 8.3002
Si 4.1126 6.8339 8.289
Si 6.8648 3.9796 8.2846
Si 9.5715 1.284 8.3127
Si 6.8402 9.4698 8.2717
Si 9.5087 6.7738 8.294
Si -0.024 -0.0848 9.7753
Si 2.7106 2.6782 9.6228
Si 0.0172 5.398 9.5889
Si 2.6892 8.2081 9.6283
Si 5.4551 -0.0724 9.5933
Si 8.2138 2.5818 9.6901
Si 5.5199 5.4005 9.5395
Si 8.1856 8.1294 9.692
Si 1.3898 1.3056 11.0512
Si 4.147 4.0625 10.8377
Si 1.2775 6.85 10.922
Si 4.0718 9.5429 10.996
Si 6.8317 1.1472 11.0221
Si 9.686 3.9158 10.9644
Si 6.9046 6.6424 10.9655
Si 9.4704 9.4172 11.2106
Si 0.0503 2.5566 12.5106
Si 2.8434 0.1516 12.4799
Si -0.0053 8.0471 12.5643
Si 2.6605 5.3849 12.0425
Si 5.5245 2.7 12.1439
Si 7.9857 -0.2466 12.6339
Si 5.2908 7.8601 12.1125
Si 8.3867 5.284 12.283
Si 1.5429 4.1087 13.5609
Si 4.0368 1.9312 13.736
Si 1.6893 9.3502 13.633
Si 3.6556 6.8463 13.5276
Si 7.07 3.7975 13.4783
Si 9.1857 1.4658 13.8138
Si 6.3568 8.9982 13.7213
Si 9.9313 6.1695 13.8583
Si 5.2639 5.2849 17.6232
Si 4.8922 10.8509 15.6972
Si 12.0385 -1.7294 16.5805
Si 7.0441 6.2314 15.2839
Si 9.3208 7.6058 16.5487
Si 4.413 4.4838 15.1122
Si 9.5595 -0.1645 16.4186
Si 13.3758 10.6022 22.1148
Si 2.8076 4.2886 23.3857
Si 6.8427 8.075 22.4645
Si 2.7085 0.6508 17.6358
Si 7.0866 -1.3079 17.3553
Si 6.9038 5.2265 20.1297
Si 9.7797 11.8883 19.3708
Si 9.929 4.096 20.1867
Si 7.2122 10.9364 21.1044
Si 13.6932 3.7024 17.5094
Si 1.1087 9.7055 19.5356
Si 0.1514 11.939 23.8903
Si 7.7748 -2.9157 19.0712
Si 2.8784 6.3837 16.5987
Si 10.843 4.1103 23.1836
Si 3.6275 10.0916 24.769
Si 10.5098 -3.9253 19.1226
Si 0.7681 9.8732 25.8449
Si 4.0564 13.1743 25.3869
Si -7.0494 1.3189 28.3921
Si -4.2556 -1.2985 25.2342
Si -3.6899 4.3795 28.3382
Si -1.5654 6.715 28.5834
Si 1.7014 -0.9335 28.6307
Si 8.321 5.9303 23.8978
Si 4.4182 -9.6667 20.3097
Si -2.9123 11.9775 23.9137
Si 6.887 14.4747 25.2245
Si 4.8956 5.8645 22.0018
Si 9.1528 19.0504 25.9691
Si 14.3757 3.9396 20.5282
O 1.3224 4.9534 23.5057
O 0.8014 -0.2822 29.7752
O 6.7458 -2.189 23.9238
O 1.3739 4.1583 30.1145
O -2.8878 2.5837 24.5755
O 0.1829 2.6688 23.8846
O 8.2309 5.5939 28.2035
O 2.3597 8.5722 29.1663
O 5.1641 0.7068 29.1186
O 7.8198 3.1741 29.2179
O 5.8708 4.9558 29.1225
O 9.5972 1.4248 30.1102
O -2.1051 6.9578 25.0178
O 4.1262 6.8166 29.9872
O 10.573 6.003 29.2912
O 6.8058 9.6535 30.0421
O 5.0664 1.4361 14.98
O 2.2203 -8.6894 17.2524
O 5.6422 -0.7159 16.9707
O 7.1089 9.4844 19.0133
O 7.9588 10.4926 16.3508
O 2.7665 8.1565 13.8345
N 3.722 6.0878 15.0946
O 11.2481 5.1717 14.2354
O 9.8952 0.8024 15.1532
N 10.2778 9.1004 16.4638
O 5.1701 9.8437 14.4722
N 8.858 6.5153 15.2311
N 3.2098 3.4233 14.2852
O 3.4212 0.1068 16.2991
O 12.804 -3.181 16.627
N 4.4175 14.8822 16.8044
O -1.664 7.7232 19.7523
N 7.868 -2.8492 17.343
N 6.1384 4.8299 14.538
O 12.874 5.0074 16.9109
O 10.887 10.8429 19.965
O 8.0981 13.547 14.181
O 10.2204 6.6941 17.5511
O 6.6294 7.7353 14.7659
O 9.7611 11.5646 17.7813
O 11.6362 8.1057 19.3547
O 7.2324 0.9349 22.4828
O 2.7 3.8785 19.1304
O 1.4391 9.8779 15.1555
O 10.0765 13.5063 19.461
O 8.3559 4.5267 20.1221
O 3.6792 0.8074 18.9194
O 5.9438 4.6678 18.9494
O 8.4263 0.64 20.185
O 4.6622 2.8105 20.382
O 6.8743 -4.0441 19.7867
O 3.0022 3.3212 24.6816
O -1.086 18.3835 27.2808
O 11.4601 22.2903 25.3623
O 7.2913 -1.5565 21.5118
O 10.5464 3.8073 21.6335
O 7.0871 -5.8567 24.464
O 13.6157 -7.3261 21.9216
O 14.958 6.4402 17.7492
O -0.5182 9.0363 25.2857
O 5.8001 0.4187 20.4164
O 2.1067 9.6965 20.8194
O 5.0011 9.5701 25.5147
O -7.479 9.7541 23.1825
O 3.6953 11.7092 24.8236
N 1.6282 -0.6915 17.9309
O 6.4921 5.923 16.7836
O 7.9256 6.8459 22.593
O -1.3884 11.4895 23.6421
O 4.0604 5.3525 23.3103
O -3.1426 8.9678 26.2741
O 5.386 7.403 22.1283
O 3.1104 13.2223 29.3955
O 3.4438 11.7668 21.5479
O 6.9351 3.8216 26.8374
O -3.7508 11.0907 24.9793
O 1.1674 0.3631 22.8198
O 6.2314 15.877 21.5913
O 4.089 23.9005 27.0129
O 2.8553 0.0664 28.1028
O 0.6763 9.6974 27.4313
O -0.1413 5.4457 19.6913
O -1.3086 4.9551 23.6631
O -2.2202 7.8425 29.5097
O 3.9261 16.3844 20.7392
O 13.1742 -1.433 25.4495
O 5.4772 2.884 24.9033
H 0.5518 2.1866 38.2612
H 2.1883 0.5367 38.2612
H 3.3053 4.9193 38.2625
H 4.9246 3.2522 38.2625
H 0.5271 7.6447 38.3013
H 2.1942 6.0252 38.3013
H 4.8932 8.7295 38.282
H 3.2367 10.36 38.282
H 5.9789 2.1751 38.2847
H 7.6301 0.5392 38.2847
H 8.7005 4.9046 38.2915
H 10.3495 3.267 38.2915
H 6.0041 7.6129 38.2591
H 7.6359 5.9575 38.2591
H 8.7159 10.3349 38.2524
H 10.352 8.6839 38.2524
H -0.793 3.5375 6.0045
H 0.8526 1.8963 6.0045
H 1.8949 0.8457 6.0093
H 3.5312 -0.8044 6.0093
H -0.8288 8.9921 6.0174
H 0.8266 7.3609 6.0174
H 1.9383 6.2801 5.9849
H 3.5858 4.6404 5.9849
H 6.2768 1.8836 6.0009
H 4.6508 3.5439 6.0009
H 9.013 -0.8403 5.992
H 7.3681 0.802 5.992
H 6.2769 7.3381 5.9637
H 4.6376 8.986 5.9637
H 7.349 6.2506 6.0077
H 9.0016 4.6165 6.0077

Results
free energy: -134929.019 eV
free energy less fixed offsets of H -15.71, N -386.36, O -570.45, Si -639.56 eV per atom: 1.621 eV

Forces (eV/angstrom), in the order of the atoms: element, x, y, z
Si -0.0036 -0.0042 0.0192
Si -0.0087 0 0.019
Si 0.0006 0.001 0.028
Si 0.0003 0.002 0.0254
Si 0 -0.0021 0.0253
Si -0.0027 0.0004 0.0211
Si -0.0056 0.0086 0.0289
Si 0.0026 0.0045 0.0192
Si -0.0058 0.0055 -0.0125
Si -0.0047 0.004 -0.0156
Si 0.0053 -0.0005 -0.0186
Si -0.0003 -0.0054 -0.0204
Si 0.0112 -0.0031 -0.0182
Si 0.0071 -0.0062 -0.0189
Si -0.0008 0.0062 -0.0189
Si -0.0014 0.0086 -0.0138
Si -0.0032 -0.003 0.0056
Si 0.0028 -0.0014 0.0116
Si -0.0032 0.002 0.0127
Si -0.0102 0.0016 0.0109
Si -0.0022 -0.0032 0.0122
Si -0.0005 0.0004 0.0015
Si -0.0002 0.0082 0.004
Si 0.0044 0.0039 0.0102
Si -0.0056 -0.0238 0.0139
Si -0.0114 -0.0064 0.022
Si -0.0026 0.0006 0.0195
Si 0.006 0.0032 0.0147
Si 0.0202 -0.0034 0.0265
Si 0.0074 -0.0023 0.0035
Si 0.0303 0.0127 0.0086
Si 0.0216 0.0119 0.0214
Si -0.0191 0.0142 0.1639
Si 0.0071 0.0048 0.1707
Si -0.0368 0.0309 0.1935
Si -0.0119 0.018 0.2008
Si -0.0023 -0.006 0.1956
Si 0.0054 -0.0093 0.1849
Si -0.0271 0.0163 0.187
Si -0.0312 0.0171 0.1606
Si -0.0283 -0.0204 0.3063
Si -0.1161 -0.0225 0.2344
Si -0.1265 0.0855 0.3734
Si -0.0384 0.0759 0.3273
Si -0.127 0.1954 0.3434
Si -0.1554 0.153 0.3491
Si 0.0533 0.1535 0.2691
Si -0.0123 0.0884 0.2739
Si 0.095 -0.0742 -0.1822
Si -0.0067 -0.0263 -0.3143
Si 0.0361 -0.1072 -0.3183
Si 0.028 -0.0477 -0.266
Si 0.1228 -0.1676 -0.3505
Si 0.0964 -0.1102 -0.2129
Si 0.0586 -0.0301 -0.3139
Si 0.1027 -0.1555 -0.3461
Si -0.007 0.0006 -0.1768
Si 0.0378 -0.0319 -0.1749
Si 0.0348 -0.0219 -0.188
Si -0.0146 -0.001 -0.1779
Si 0.0305 -0.0164 -0.1751
Si 0.0044 0.009 -0.1928
Si 0.0079 0.0053 -0.1857
Si 0.0356 -0.0197 -0.1712
Si -0.0065 -0.0013 -0.0248
Si 0.0013 0.0211 -0.0145
Si 0.0029 0.0032 -0.0078
Si 0.0111 -0.0072 -0.0142
Si -0.0137 -0.0022 -0.0112
Si -0.0211 0.0073 -0.0156
Si -0.0096 0.0023 -0.0099
Si -0.025 -0.0143 -0.0252
Si 0.0094 -0.0032 -0.0146
Si -0.0014 -0.0026 -0.0093
Si 0.0025 -0.0179 -0.0069
Si 0.0118 -0.0035 -0.0009
Si -0.0053 0.0046 -0.0022
Si -0.0011 0.0121 -0.0097
Si -0.001 0.0017 -0.0104
Si 0.0092 -0.0017 -0.005
Si -0.0091 0.003 0.0097
Si 0.0045 -0.0034 0.0143
Si 0.0105 -0.0024 0.0123
Si -0.0012 -0.0007 0.0097
Si 0.004 0.0019 0.0102
Si -0.0095 -0.0012 0.0142
Si -0.0013 0.0097 0.0195
Si 0.0015 -0.0029 0.0161
Si 0.0098 0.0054 -0.0033
Si 0.007 -0.0035 -0.0031
Si 0.0003 0.0051 0.0046
Si 0.0063 -0.0137 0.0006
Si -0.0078 0.0065 0.0047
Si 0.0054 -0.0038 -0.0006
Si -0.0076 -0.0045 -0.0112
Si -0.0065 0.0005 0.0027
Si 0.0021 -0.003 0.0274
Si -0.0049 -0.0042 0.0285
Si 0.0001 0.0016 0.0239
Si -0.0045 -0.0014 0.0081
Si -0.0003 0.0027 0.0209
Si -0.0008 0.0055 0.0148
Si -0.004 -0.0022 0.0289
Si -0.0012 -0.0018 0.0334
Si -0.0018 -0.0042 0.0314
Si 0.0041 0.0009 0.0269
Si 0.0015 -0.0006 0.0281
Si 0.0005 -0.0043 0.0338
Si 0.0016 -0.0009 0.0328
Si -0.007 0.0036 0.0234
Si 0.0017 -0.0029 0.0237
Si -0.0023 -0.0019 0.0335
Si -0.0021 -0.0069 0.0406
Si 0.0019 0.0008 0.0224
Si -0.0016 -0.014 0.0315
Si -0.0031 -0.0012 0.0138
Si 0.0023 0.0008 0.0155
Si -0.0017 0.0005 0.0334
Si -0.0008 0.0019 0.0312
Si -0.0005 -0.0038 0.0279
Si -0.0017 -0.0096 0.0576
Si 0.0078 -0.0107 0.0452
Si -0.001 -0.0036 0.0395
Si 0.0027 0.0004 0.0303
Si 0.004 -0.0001 0.0506
Si 0.0036 -0.0009 0.0393
Si 0.0016 -0.0021 0.0414
Si -0.0009 0.0032 0.0366
Si 0.0029 -0.0004 0.0303
Si 0.0004 0.0014 0.0383
Si -0.003 0.0033 0.0254
Si -0.0016 0.003 0.0229
Si 0.0101 -0.0027 0.0297
Si 0.0013 0.0013 0.0297
O -0.002 0.0004 -0.0164
O 0.0104 -0.006 -0.0169
O 0.0012 -0.0083 -0.0247
O -0.0004 -0.0031 -0.0052
O 0.0042 -0.0058 -0.011
O -0.0003 -0.0002 -0.0064
O -0.0001 0.0012 -0.0101
O -0.0061 0.0053 -0.0174
O -0.0049 0.0037 -0.0156
O -0.005 0.0085 -0.02
O 0.0047 -0.005 -0.0101
O -0.002 0.0051 -0.0021
O -0.0046 -0.011 -0.0226
O 0.0056 -0.0029 -0.0051
O -0.0048 0.0077 -0.0164
O 0.0016 0.0039 -0.0049
O -0.0042 0.0097 -0.0167
O -0.0003 0.0004 -0.0126
O -0.0025 0.0025 -0.009
O -0.001 0.0012 -0.0099
O 0.0026 0.0031 -0.0097
O -0.0066 0.0032 -0.0045
N 0.005 -0.0006 -0.0095
O 0.0038 -0.0056 -0.0088
O -0.0039 0.0091 -0.0261
N 0.0009 0.0006 -0.0092
O 0.0049 -0.0007 -0.0135
N 0.01 -0.0023 -0.0196
N -0.0191 -0.0061 -0.0025
O 0.0065 -0.0025 -0.013
O 0.0008 -0.0012 -0.008
N 0.0008 -0.0007 -0.0213
O 0.0007 -0.0005 -0.0061
N 0.0048 -0.0053 -0.0257
N 0.0012 -0.002 -0.0032
O -0.0014 0.0025 -0.0126
O -0.0008 -0.0013 -0.0184
O 0.0052 -0.0064 -0.0105
O -0.0044 0.0029 -0.0205
O 0.002 0.0065 -0.0028
O -0.0004 -0.007 -0.026
O -0.0005 -0.0023 -0.0105
O -0.0046 -0.0063 -0.0243
O -0.0034 0.0017 -0.0138
O 0.003 0.0016 -0.0239
O 0.0009 -0.004 -0.0116
O -0.0007 0.0004 -0.0086
O -0.0094 -0.003 -0.0217
O -0.0062 0.0007 -0.019
O 0.008 0.0018 -0.0148
O 0 0.0014 -0.0143
O 0.0024 0.0029 -0.0144
O -0.0062 0.0095 -0.0198
O -0.0006 0.0093 -0.023
O -0.0019 0.0075 -0.0178
O 0.0011 0.0048 -0.0185
O -0.0035 0 -0.0235
O 0.0054 0.0079 -0.0168
O 0.0033 -0.0026 -0.0222
O -0.0045 0.0014 -0.0133
O -0.0011 0.0018 -0.0097
O -0.0051 0.0015 -0.0091
O -0.0071 -0.0034 -0.022
O 0.0028 -0.0016 -0.0147
O -0.0041 0.0002 -0.0233
O -0.0007 -0.0035 -0.0142
N 0 -0.0021 -0.0212
O 0.0049 0.004 -0.0142
O -0.0028 0.0031 -0.0202
O -0.0007 0.0002 -0.0118
O 0.0038 0.0019 -0.0179
O -0.0065 0.0024 -0.0083
O -0.0019 -0.0037 -0.0117
O 0.0092 -0.006 -0.0127
O 0.0057 0.0035 -0.0153
O -0.0029 -0.0086 -0.0425
O 0.0035 0.0029 -0.0129
O 0.0082 -0.0035 -0.0175
O 0.0032 -0.0026 -0.0137
O 0.0018 0.0115 -0.0299
O 0.0004 0.0031 -0.0107
O -0.0054 0.0003 -0.021
O 0.0001 0.008 -0.0139
O 0.0045 -0.0085 -0.0136
O 0.0054 -0.0082 -0.0183
O -0.0017 -0.0036 -0.0161
O 0.0084 0.0013 -0.0097
O -0.001 -0.0004 -0.0132
H 0.3259 -0.2545 -0.2857
H -0.2954 0.3756 -0.273
H 0.2618 -0.2396 -0.2889
H -0.2348 0.3832 -0.289
H 0.4383 -0.2915 -0.196
H -0.2322 0.2334 -0.3075
H -0.2164 0.2434 -0.2991
H 0.3748 -0.3352 -0.2253
H 0.3068 -0.36 -0.2056
H -0.247 0.2951 -0.3089
H 0.4048 -0.2817 -0.1987
H -0.2643 0.2905 -0.3083
H 0.2432 -0.2396 -0.2823
H -0.311 0.3345 -0.2908
H 0.2966 -0.2757 -0.2756
H -0.3356 0.3388 -0.2933
H 0.1661 -0.3639 0.3017
H -0.3791 0.3319 0.2227
H 0.3612 -0.3395 0.2446
H -0.3631 0.1508 0.2771
H 0.2967 -0.4081 0.2563
H -0.2753 0.2539 0.2663
H 0.2635 -0.2609 0.2725
H -0.247 0.3612 0.244
H -0.3826 0.2167 0.2137
H 0.291 -0.2757 0.3037
H -0.3863 0.3451 0.2076
H 0.275 -0.2389 0.3147
H -0.3572 0.2526 0.2312
H 0.3141 -0.2034 0.2737
H 0.1727 -0.3937 0.302
H -0.2487 0.3587 0.2143

The program warned: the cutoff lies below the one the program advises for these potential files; the forces do not sum to zero within the program's tolerance; empty levels may hold ghost states of the PAW files; the exchange-correlation potential is rough where the density is thin.
